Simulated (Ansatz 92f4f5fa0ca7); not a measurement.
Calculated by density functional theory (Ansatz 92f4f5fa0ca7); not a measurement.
Periodic cell of 224 atoms, Si133O90H1, from a study of silicon, its oxide and their interface. The atomic structure is a simulated model.
Doubt: the cutoff is far below the 930 eV that the study's wrapper takes by default for these files, so forces and energies are approximate.
This geometry differs little from another in the collection (a relaxation step or a small displacement).

Settings: functional PBE; potential files Ansatz PAW; basis plane waves; wave-function cutoff 580 eV; density cutoff ratio 5; exchange-correlation grid ratio 1; k mesh 1 x 1 x 1, Gamma-centred; self-consistency stop 5e-08 eV per atom in the density residual; occupations fixed; spin none; net charge +1 e, with a uniform compensating background and no finite-size correction.

Cell vectors (angstrom)
a  10.938  0  0
b  0  10.938  0
c  0  0  32.4061

Atoms and the computed forces on them: element, x, y, z (angstrom), force x, y, z (eV/angstrom)
Si  0.4802  -0.5454  24.8313  0.0073  -0.0041  -0.0031
Si  5.5818  -0.2743  24.9931  0.0022  -0.0024  0.0099
Si  2.5954  2.9516  25.0229  -0.0037  0.001  0.0038
Si  8.0867  2.9724  24.7367  0  0.0005  0.008
Si  0.3718  5.2403  24.9148  -0.0057  0.0015  0.0179
Si  4.8647  6.0285  24.8997  -0.0012  -0.0004  0.002
Si  2.7257  8.2392  25.3887  0.0002  0.0031  0.0113
Si  7.9692  8.5627  24.809  -0.0018  0.0034  0.0029
Si  1.3866  1.2755  26.166  0.0004  0.0018  0.0026
Si  6.8033  1.4563  26.1016  0.0019  0.0016  -0.0025
Si  4.0832  4.2295  26.2868  0.0005  0.0019  0.0026
Si  9.581  4.1335  26.1597  0.0058  -0.0038  -0.0021
Si  1.2924  6.787  26.4373  0.0016  -0.0015  -0.0034
Si  6.7865  6.8953  26.0863  0.0015  0.0012  0.002
Si  4.1853  9.6032  26.535  0.0019  -0.0008  -0.0028
Si  9.6013  9.5915  26.1761  -0.0046  0.0011  0.0022
Si  2.721  0.0494  27.6814  -0.0005  -0.0037  -0.0016
Si  8.2033  0.0673  27.5392  -0.001  -0.0005  -0.0013
Si  -0.0102  2.6973  27.5517  -0.0037  0.0046  -0.0029
Si  5.4647  2.7741  27.5777  0.0012  -0.0021  -0.0006
Si  2.7177  5.4667  27.7183  -0.0022  0.0014  -0.0021
Si  8.1769  5.5012  27.5294  0  -0.0029  0.0007
Si  -0.081  8.2246  27.6549  0.0041  -0.001  -0.001
Si  5.5466  8.1453  27.6896  -0.0025  0.0032  -0.0007
Si  4.1018  1.3673  28.9879  0.1184  0.5459  0.1299
Si  9.5708  1.3673  28.9879  -0.0654  0.1002  -0.2278
Si  1.3673  4.1018  28.9879  -0.3048  -0.5615  0.1292
Si  6.8362  4.1018  28.9879  0.1362  0.1563  -0.376
Si  4.1018  6.8362  28.9879  0.1764  -0.0642  0.5126
Si  9.5708  6.8362  28.9879  -0.5974  -0.0984  0.0407
Si  1.3673  9.5708  28.9879  -0.1905  0.0082  0.0751
Si  6.8362  9.5708  28.9879  0.5242  0.2493  -0.0654
Si  0  0  30.3551  -0.0118  -0.0546  -0.0003
Si  5.469  0  30.3551  0.0581  0.0327  -0.0646
Si  2.7345  2.7345  30.3551  0.0138  0.0176  0.0493
Si  8.2035  2.7345  30.3551  0.0808  0.0216  -0.0485
Si  0  5.469  30.3551  -0.0793  -0.1459  -0.0562
Si  5.469  5.469  30.3551  -0.081  0.0121  0.0323
Si  2.7345  8.2035  30.3551  0.0901  -0.0059  -0.0193
Si  8.2035  8.2035  30.3551  0.0676  0.0585  0.0512
Si  1.3673  1.3673  31.7224  0.036  0.0023  -0.0288
Si  6.8362  1.3673  31.7224  -0.0487  -0.0062  -0.0265
Si  4.1018  4.1018  31.7224  -0.0049  -0.0104  -0.0049
Si  9.5708  4.1018  31.7224  -0.0042  0.0711  0.0008
Si  1.3673  6.8362  31.7224  0.0061  0.0162  -0.0424
Si  6.8362  6.8362  31.7224  -0.0299  0.0237  -0.0278
Si  4.1018  9.5708  31.7224  -0.0683  0.0239  -0.0257
Si  9.5708  9.5708  31.7224  0.014  -0.0343  -0.0085
Si  2.7345  0  0.6835  0.0423  -0.0207  0.0169
Si  8.2035  0  0.6835  0.0099  -0.0124  0.0053
Si  0  2.7345  0.6835  0.0189  -0.0228  0.0158
Si  5.469  2.7345  0.6835  0.004  0.0039  0.0308
Si  2.7345  5.469  0.6835  0.0256  0.001  0.0153
Si  8.2035  5.469  0.6835  0.0221  -0.0337  0.0137
Si  0  8.2035  0.6835  0.007  0.0165  0.0313
Si  5.469  8.2035  0.6835  -0.0123  -0.0333  0.0215
Si  4.1018  1.3673  2.0507  -0.1291  -0.0566  -0.0271
Si  9.5708  1.3673  2.0507  0.0023  -0.0078  0.0167
Si  1.3673  4.1018  2.0507  -0.0094  0.0306  0.0206
Si  6.8362  4.1018  2.0507  -0.0629  0.0593  -0.0289
Si  4.1018  6.8362  2.0507  -0.0084  -0.0056  0.0436
Si  9.5708  6.8362  2.0507  -0.041  -0.0146  -0.0135
Si  1.3673  9.5708  2.0507  0.0269  -0.0247  0.0057
Si  6.8362  9.5708  2.0507  0.0335  0.0934  0.0185
Si  0  0  3.418  -0.0811  -0.0234  -0.2561
Si  5.469  0  3.418  0.2277  0.1861  0.1366
Si  2.7345  2.7345  3.418  0.2184  -0.1391  -0.2586
Si  8.2035  2.7345  3.418  -0.0558  0.0437  0.431
Si  0  5.469  3.418  -0.2871  -0.1843  0.0653
Si  5.469  5.469  3.418  0.2699  -0.1324  -0.257
Si  2.7345  8.2035  3.418  -0.074  0.0741  -0.086
Si  8.2035  8.2035  3.418  -0.0243  -0.1971  -0.0335
Si  1.3147  1.4042  4.7532  0.0055  0.004  -0.0079
Si  6.8482  1.3654  4.856  -0.006  0.0019  0.0026
Si  4.1835  4.0306  4.7435  -0.0054  -0.0026  0.0085
Si  9.5497  4.1117  4.8501  0  -0.0002  0.0015
Si  1.3766  6.8094  4.7542  -0.0034  -0.0031  0.0051
Si  6.8537  6.8008  4.7901  0.0019  -0.0033  0.0028
Si  4.1366  9.5422  4.7609  0.0085  -0.0022  -0.0042
Si  9.5578  9.5888  4.7726  -0.0028  -0.0032  0.0033
Si  2.8474  0.1028  6.0327  -0.0452  -0.0244  0.0268
Si  8.1804  -0.0684  6.2247  0.0052  0.0009  -0.0081
Si  -0.0543  2.6932  6.2165  0.0012  0.0057  -0.0088
Si  5.5494  2.7879  6.2869  -0.0022  0.0028  0.0038
Si  2.7246  5.3447  5.9848  0.0027  -0.0001  -0.0097
Si  8.2105  5.4966  6.2845  -0.0038  0.0013  0.0011
Si  -0.0474  8.1142  6.1255  -0.0003  0.0034  -0.0005
Si  5.4292  8.1216  6.1274  0.0039  0.0048  -0.0115
Si  3.8522  1.689  7.4803  0.0202  -0.0058  -0.0091
Si  9.8155  1.0288  7.5395  -0.0035  -0.0017  0.015
Si  1.5972  3.869  7.4017  0.0027  -0.0035  0.0089
Si  6.5973  4.4604  7.7081  0.0086  -0.001  -0.0092
Si  4.1937  6.5042  7.3308  -0.0131  -0.0035  0.0213
Si  9.3283  7.1221  7.6219  0.0047  0.0043  -0.0027
Si  1.0969  9.9108  6.9827  0.0727  -0.0159  -0.0416
Si  6.9685  9.2514  7.474  0.0024  0.0015  0.0106
O  11.0315  5.9104  23.4366  0.0009  0.0005  -0.0038
O  4.5522  0.0405  23.7478  -0.0027  0.003  -0.003
O  8.1355  8.1997  8.0568  -0.0083  0.0005  -0.0009
O  2.699  2.7617  7.9512  -0.0119  0.0193  0.0044
O  7.1861  4.0995  23.932  -0.0024  0.0034  -0.0008
O  1.6869  9.2668  24.5899  0.0002  -0.003  0.0008
O  5.3694  5.5284  7.9404  0.0002  -0.0009  -0.0027
O  0.1104  -0.0776  7.8523  -0.0279  0.0295  0.0218
O  7.0663  4.1919  9.2795  -0.0021  -0.0004  0.0035
O  6.0756  9.9154  8.6875  0.0316  -0.0065  -0.0126
O  10.148  6.5856  8.9508  0.0031  -0.0039  0.0036
O  3.4308  9.4478  9.0334  -0.0189  -0.0174  -0.0235
O  4.39  0.9846  8.8569  -0.0091  0.0179  -0.0096
O  1.0685  4.6789  8.7192  -0.0031  -0.0001  -0.0006
O  9.2925  1.4363  9.0297  0  -0.0007  -0.0054
O  3.2454  6.895  8.6134  0.0022  -0.0071  -0.0159
O  7.4201  6.2617  22.3057  0.0006  0.0006  0.0027
O  8.8874  2.1565  23.5475  0.0026  -0.0009  -0.0018
O  5.1211  5.5129  23.3637  0.0009  -0.0002  0.0015
O  3.3494  2.4155  23.6584  0.0016  -0.0016  0.0005
O  10.9447  -0.2369  23.2804  -0.0008  0.0013  0.0018
O  3.7419  7.2104  24.5666  -0.0029  0.0018  -0.0023
O  1.4516  4.0455  24.5756  0.0046  0.0004  -0.0041
O  6.7669  9.6499  24.4327  0.0013  0.0001  -0.0001
Si  14.6604  1.0776  22.8082  0.002  -0.0028  -0.0034
Si  -1.2519  2.6109  22.1935  -0.0019  -0.0006  -0.002
Si  0.7484  11.5554  22.0878  0.0001  -0.0001  -0.0029
Si  11.6791  0.8027  14.9487  -0.0001  -0.0001  0.0007
Si  5.9566  -0.6582  12.0808  -0.0039  0.0056  -0.0039
Si  11.7077  15.7732  12.6565  -0.003  0.0008  0.007
Si  9.4268  1.5942  10.6568  -0.001  0.0007  0.0075
Si  5.3172  4.0588  20.0382  0.0008  0.0001  -0.0017
Si  9.9819  8.0732  13.5073  -0.0006  0  0.0032
Si  10.4833  -2.9561  16.4992  0.0004  0.0007  -0.0013
Si  10.8641  5.292  9.6825  -0.0002  0.0037  0.0008
Si  -0.2516  5.4722  21.8931  -0.0009  0.0007  -0.0024
Si  8.687  -1.273  11.4918  0.002  0.0031  0.0109
Si  8.8433  5.0863  13.2036  -0.0011  0.0005  0.0042
Si  7.3148  3.6042  15.6189  0.0003  0.0008  -0.0011
Si  12.3438  6.0632  15.3981  0.0004  0.0007  0.0014
Si  5.7457  5.6977  17.3847  0.0007  0.0002  0
Si  4.6969  10.4244  9.4065  -0.0191  -0.0093  0.0183
Si  13.4692  1.4918  18.7284  0.0008  0.0001  -0.001
Si  9.7205  0.7905  19.8623  0.0008  0.0018  -0.0003
Si  -1.0352  2.2981  16.9904  0.0008  -0.0005  0.0007
Si  12.6702  9.922  17.2084  0.0004  0.0008  -0.0007
Si  5.2042  1.133  20.0994  0.0002  0.0005  -0.0012
Si  3.6428  7.7801  16.4669  0.0005  0  -0.001
Si  13.0697  4.1488  20.0661  -0.0003  0.0009  -0.0024
Si  -3.5516  9.6946  19.8339  0  0.0005  -0.0001
Si  8.4442  7.4611  21.9469  0.0005  0.0006  -0.0019
Si  2.6418  2.4464  13.3756  0.0005  -0.0022  0.0038
Si  5.7365  -1.3948  14.936  -0.0007  0.0009  0.0023
Si  2.9514  8.034  9.7235  -0.0023  0.0462  -0.0318
Si  -3.4809  -2.6278  17.0953  0.0007  0.0006  0.0012
Si  0.8767  11.6804  11.9775  0.0018  -0.0009  0.0046
Si  6.5219  4.9938  22.7297  0.0009  -0.0011  -0.0015
Si  1.6649  -7.1068  17.248  0.0001  0.0006  -0.0003
Si  11.305  8.8585  10.9886  0  -0.0004  0.0059
Si  5.5242  1.4525  14.1139  0.0018  0.0005  0.004
Si  8.1632  4.0881  10.4856  -0.0032  0.0007  0.0036
O  8.216  2.5861  11.0978  0.0013  -0.0001  -0.0027
O  5.8048  -1.6933  13.3257  -0.0014  0.0002  0.0001
O  9.8822  1.5505  18.4361  0.001  0.0013  -0.0004
O  3.7268  -6.6286  20.4242  -0.0002  0.0003  0.0021
O  -1.2043  8.9062  10.4725  0.0011  0.0017  0.0011
O  0.139  0.2194  20.6194  0.0005  0.0003  0.002
O  1.3267  8.0846  9.9209  -0.014  -0.0126  0.0135
O  15.1581  2.3994  13.7717  0.0015  -0.0005  -0.0008
O  18.0611  -1.2978  11.1216  0.0038  0.0018  0.0018
O  12.5641  0.2082  18.283  0.0008  0.0001  0.001
O  11.0405  6.441  16.3332  -0.0009  0.0007  0.0009
O  10.4342  -2.3712  14.9751  0.0005  -0.0004  0.0007
O  7.9852  4.5443  14.458  -0.0009  -0.0012  0.0002
O  13.3231  12.2513  12.2189  0.0008  0.0027  -0.0002
O  6.8571  6.8111  17.0243  0.0004  0.0006  0.001
O  11.1932  11.2769  13.4486  0.0022  0.0011  0.0005
O  13.0304  4.6865  15.9319  0.0002  -0.0004  0.0003
O  19.7271  -0.4895  19.5723  0.0008  -0.0007  0.0015
O  0.3213  13.1179  22.3667  0.0004  -0.0008  0.0031
O  6.1702  0.8356  12.7297  0.0001  0.0003  0.0005
O  5.7115  2.5624  19.469  0.0004  0.0004  0.0013
O  -1.916  1.8374  20.9183  0.0015  0.0002  0.0032
O  5.2085  0.1592  15.0923  0.0014  0.0006  -0.0019
O  7.9814  5.0861  11.7746  0.0018  0.0002  0.0009
O  12.6609  2.0971  14.6867  0.0004  0.0008  -0.0012
O  6.2129  4.1656  21.3857  -0.0001  -0.0001  0.0013
O  1.8419  4.7711  18.58  0.0001  0.0006  0.0007
O  0.9994  10.3559  11.0486  -0.0016  0.0006  0.0002
O  3.9178  0.7596  19.1672  -0.0004  0.0004  0.0009
O  11.4126  8.9206  17.4368  0.0004  0.0003  0.001
O  11.5538  5.5254  11.156  0.0034  -0.0009  -0.002
O  10.9672  12.8426  11.1469  -0.0017  0.0002  -0.0023
O  3.0781  -1.9426  17.4212  -0.0001  0.0003  0
O  6.1381  4.43  16.4111  0.0013  -0.0001  -0.001
O  -2.1996  8.1857  23.3956  0.0012  -0.0011  -0.0006
O  1.0577  16.8845  13.8134  0.0006  -0.001  -0.0038
O  10.2266  4.1927  13.0069  0.0013  0.0012  -0.0024
O  5.7719  5.1623  18.9256  0.0004  0.0006  0.0011
O  9.6308  4.2154  21.9402  0.0009  0.0002  0.0023
O  4.2924  6.4552  17.1852  0.0006  0.0006  0.0006
O  3.7497  7.7756  11.1179  0.0782  -0.4157  0.1162
O  4.7368  -0.4934  11.0207  0.0132  0.0061  0.0062
O  7.6923  8.5273  20.951  0.0004  0.0004  0.0021
O  1.9009  2.4855  19.9184  0.0007  0.0005  0.0014
O  9.0454  -2.8828  17.2086  0.0009  0.0008  0.0003
O  -1.108  6.7773  21.3212  0  0.0002  0.0023
O  -2.1023  -1.8321  13  -0.0013  0.0037  -0.0123
O  9.1144  0.2707  11.5029  -0.0026  -0.0082  -0.0043
O  -0.5673  12.1708  15.8292  -0.0003  0.0008  0.0005
O  4.7127  8.4419  15.4775  0.0007  0.0014  -0.0001
O  8.4677  2.9945  16.619  -0.0001  0.0008  -0.0005
O  2.4356  -3.6386  15.5003  0.0019  0.0008  0.0004
O  -4.686  10.8252  20.2102  0.0003  0.0004  0.0021
O  9.6392  4.2349  9.7941  0.003  0.0008  -0.0017
O  13.578  2.5123  17.4329  0.0002  0  0.0008
O  2.3598  0.3986  22.2016  0.0008  0.0005  0.0037
O  11.2534  8.173  12.4649  0.0007  0.0016  -0.0051
O  6.6212  2.3609  14.8546  -0.0004  0.0012  -0.0008
O  -1.6748  6.6173  13.5207  0.0001  0  -0.002
O  0.0906  3.4618  17.0927  0.0002  0.0003  0.0005
O  12.0412  4.9575  21.0814  0.0015  -0.0003  0.0019
O  4.7097  1.4965  21.6051  0  0.0003  0.0024
O  7.1164  -1.691  15.7825  -0.0011  0.0006  -0.0005
O  12.5572  -0.3554  15.7036  0.0013  0  0.0007
O  6.8806  -1.9217  18.4444  0  -0.0005  -0.0014
O  13.0115  3.8466  12.721  0.0017  0.0005  -0.0028
H  3.8755  6.8496  11.4031  -0.0635  0.388  -0.0756

Results
free energy: -135753.867 eV
free energy less fixed offsets of H -15.97, O -568.88, Si -635.61 eV per atom: -2.567 eV

The program warned: the cutoff lies below the one the program advises for these potential files; the exchange-correlation potential is rough where the density is thin.
